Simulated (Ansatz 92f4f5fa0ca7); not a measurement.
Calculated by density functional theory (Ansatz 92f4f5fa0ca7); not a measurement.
Periodic cell of 223 atoms, Si132O89H2, from a study of silicon, its oxide and their interface. The atomic structure is a simulated model.
Doubt: the cutoff is low for norm-conserving oxygen, so forces and energies are approximate.

Settings: functional HSE06; potential files SPMS norm-conserving; basis plane waves; wave-function cutoff 800 eV; density cutoff ratio 4; exchange-correlation grid ratio 1; k mesh 1 x 1 x 1, Gamma-centred; occupations fixed; spin none; net charge 0.

Cell vectors (angstrom)
a	10.938	0	0
b	0	10.938	0
c	0	0	32.6437

Atoms: element, x, y, z (angstrom)
Si	-0.2221	0.3117	25.2454
Si	5.7449	-0.2445	25.2314
Si	2.4953	3.0218	25.1351
Si	8.4952	2.5318	25.2006
Si	0.2609	5.264	25.0978
Si	5.2647	5.7418	25.1238
Si	3.0339	7.9791	25.1624
Si	7.9679	8.47	25.1931
Si	1.379	1.4461	26.5201
Si	6.8824	1.3796	26.4964
Si	4.1046	4.1486	26.4455
Si	9.6315	4.1304	26.4883
Si	1.4069	6.8364	26.4469
Si	6.8301	6.8664	26.4946
Si	4.143	9.5549	26.5247
Si	9.5698	9.6102	26.4966
Si	2.7361	0.0073	27.8407
Si	8.2061	0.0051	27.8921
Si	0.0013	2.759	27.9001
Si	5.4628	2.7463	27.821
Si	2.737	5.4724	27.8635
Si	8.2082	5.4733	27.8336
Si	0.0094	8.2004	27.8212
Si	5.4764	8.1938	27.9025
Si	4.1018	1.3673	29.2254
Si	9.5708	1.3673	29.2254
Si	1.3673	4.1018	29.2254
Si	6.8362	4.1018	29.2254
Si	4.1018	6.8362	29.2254
Si	9.5708	6.8362	29.2254
Si	1.3673	9.5708	29.2254
Si	6.8362	9.5708	29.2254
Si	0	0	30.5927
Si	5.469	0	30.5927
Si	2.7345	2.7345	30.5927
Si	8.2035	2.7345	30.5927
Si	0	5.469	30.5927
Si	5.469	5.469	30.5927
Si	2.7345	8.2035	30.5927
Si	8.2035	8.2035	30.5927
Si	1.3673	1.3673	31.9599
Si	6.8362	1.3673	31.9599
Si	4.1018	4.1018	31.9599
Si	9.5708	4.1018	31.9599
Si	1.3673	6.8362	31.9599
Si	6.8362	6.8362	31.9599
Si	4.1018	9.5708	31.9599
Si	9.5708	9.5708	31.9599
Si	2.7345	0	0.6835
Si	8.2035	0	0.6835
Si	0	2.7345	0.6835
Si	5.469	2.7345	0.6835
Si	2.7345	5.469	0.6835
Si	8.2035	5.469	0.6835
Si	0	8.2035	0.6835
Si	5.469	8.2035	0.6835
Si	4.1018	1.3673	2.0507
Si	9.5708	1.3673	2.0507
Si	1.3673	4.1018	2.0507
Si	6.8362	4.1018	2.0507
Si	4.1018	6.8362	2.0507
Si	9.5708	6.8362	2.0507
Si	1.3673	9.5708	2.0507
Si	6.8362	9.5708	2.0507
Si	0	0	3.418
Si	5.469	0	3.418
Si	2.7345	2.7345	3.418
Si	8.2035	2.7345	3.418
Si	0	5.469	3.418
Si	5.469	5.469	3.418
Si	2.7345	8.2035	3.418
Si	8.2035	8.2035	3.418
Si	1.3696	1.3443	4.8003
Si	6.838	1.3397	4.7985
Si	4.1121	4.0884	4.6973
Si	9.5737	4.0898	4.7923
Si	1.367	6.8567	4.7696
Si	6.8375	6.8228	4.7875
Si	4.0862	9.5699	4.848
Si	9.5431	9.5955	4.7642
Si	2.6889	-0.0316	6.2632
Si	8.1298	-0.068	6.2103
Si	-0.0332	2.6976	6.1597
Si	5.4155	2.7093	6.077
Si	2.7546	5.4398	6.0291
Si	8.2087	5.4384	6.1642
Si	0.0155	8.2621	6.1054
Si	5.4291	8.1401	6.1978
Si	3.7895	1.6879	7.444
Si	9.7568	1.0714	7.454
Si	1.5831	3.9342	7.35
Si	6.5877	4.2288	7.3992
Si	4.3344	6.4412	7.441
Si	9.3713	7.1178	7.3548
Si	1.0633	9.7657	7.6213
Si	7.0067	9.2192	7.5645
O	1.3668	4.1231	24.602
O	6.8471	9.5817	24.6785
O	2.6716	2.8207	7.892
O	8.2242	8.166	7.8775
O	5.507	5.3692	7.8852
O	-0.0532	-0.0107	7.9772
O	4.1418	6.8621	24.6234
O	9.5927	1.3981	24.6813
O	1.4725	9.1038	9.0926
O	1.1084	4.8159	8.662
O	9.0507	1.6465	8.8223
O	6.3688	9.4813	9.0709
O	4.4349	1.224	8.8809
O	3.6308	6.8242	8.8649
O	7.08	3.44	8.7674
O	10.166	6.731	8.7451
O	3.1795	2.3541	23.791
O	5.0427	0.4269	23.9119
O	7.8764	3.2477	23.8572
O	10.5476	5.9451	23.7363
O	8.6173	7.792	23.8448
O	2.384	8.6818	23.8226
O	5.9488	5.0973	23.7645
O	0.5225	10.6116	23.9339
Si	2.1619	9.4355	10.5446
Si	2.9243	14.0407	12.254
Si	5.273	5.0431	12.2785
Si	3.9111	1.1359	22.9874
Si	8.0876	7.3306	16.8831
Si	7.6591	3.1427	12.2974
Si	-3.1244	12.3862	16.5748
Si	12.8422	12.1701	14.536
Si	1.2418	5.2155	11.7057
Si	8.26	11.2198	12.4364
Si	5.8574	3.3585	18.0518
Si	3.7335	10.1391	17.7827
Si	12.2648	9.3873	13.4545
Si	3.6237	6.9201	10.4849
Si	6.4804	9.9183	10.632
Si	1.6667	9.9071	23.0243
Si	3.9323	4.5102	15.9712
Si	3.9208	10.0821	14.7222
Si	5.9099	6.5231	14.9169
Si	7.1684	4.389	22.9337
Si	11.8409	4.8703	14.8535
Si	8.5467	3.0805	9.3852
Si	6.8181	9.9869	17.9611
Si	8.4644	0.2879	20.4388
Si	10.8333	7.6919	15.6869
Si	1.0214	9.1048	18.2176
Si	4.0447	0.8569	10.4164
Si	9.1411	3.4167	14.9504
Si	6.061	2.209	20.9876
Si	9.3332	6.6692	22.9044
Si	10.4716	8.8717	20.9885
Si	10.639	5.3004	9.3259
Si	-2.3863	4.7102	17.8595
Si	1.4011	1.0455	17.5053
Si	9.9687	13.2353	18.7888
Si	6.4009	-1.6957	13.3797
O	9.6031	14.8353	18.8323
O	4.4589	4.0453	17.4976
O	13.1894	6.333	11.1139
O	7.8319	-0.9015	13.5176
O	3.8499	4.3705	12.7026
O	8.5807	12.8099	15.1909
O	9.5835	12.4014	20.1381
O	5.2863	10.9542	10.9763
O	-8.8431	13.4045	13.5133
O	-0.1875	5.4282	10.9479
O	6.4656	2.3733	16.8613
O	8.2476	5.5262	22.4603
O	2.6273	10.993	10.5078
O	0.5635	10.5948	17.7094
O	-3.7146	10.8633	16.6239
O	11.2382	8.4402	14.2852
O	8.986	1.6293	17.6788
O	11.7759	8.1246	16.9394
O	2.7855	0.0479	22.5321
O	1.16	9.2005	11.838
O	6.5686	3.6299	21.6229
O	8.8094	6.3188	17.9585
O	-3.7887	8.4279	17.6349
O	4.0122	9.5622	16.2668
O	0.9129	-1.627	21.7268
O	7.9099	10.6488	10.9261
O	3.8693	13.0578	11.4078
O	7.3032	1.6033	12.6879
O	12.1864	12.5421	15.9769
O	11.0352	6.0897	15.5654
O	2.2969	4.5736	15.7031
O	1.7454	14.6506	11.3102
O	0.9939	10.9683	13.8498
O	9.2624	8.0415	15.9941
O	6.072	8.0688	14.4493
O	6.3302	3.9262	11.7702
O	6.0449	5.6887	13.5461
O	9.9173	7.4481	21.5881
O	4.584	14.3066	14.9975
O	0.6361	13.0795	18.4575
O	8.718	4.2158	16.3071
O	8.4138	-7.046	13.5596
O	-3.1629	-0.4452	19.1618
O	3.3791	11.6015	14.8232
O	7.1346	6.3633	15.9701
O	4.5232	16.9642	15.6476
O	4.6673	1.7225	21.677
O	5.6769	2.4727	19.4117
O	5.2409	10.172	18.4298
O	1.1704	5.3713	13.3225
O	4.9242	6.1779	11.1426
O	6.3033	8.7556	11.8048
O	2.6462	9.1569	18.5561
O	9.2975	10.0195	21.1851
O	7.2205	1.0491	21.2052
O	5.2502	10.3004	13.8383
O	10.7655	3.6165	14.8143
O	2.8666	-1.8343	13.9265
O	10.9601	8.6597	19.4301
O	3.511	8.5281	10.776
O	9.5458	4.2221	8.8159
O	8.6347	3.1127	10.9931
O	7.0102	4.4695	18.3558
O	2.9937	0.6976	17.8119
H	5.1753	13.6827	15.4592
O	9.803	11.6631	12.4463
H	10.4751	11.3817	13.1013

Results
free energy: -54855.361 eV
free energy less fixed offsets of H -15.86, O -447.96, Si -113.29 eV per atom: -0.921 eV
gap between the highest filled and lowest empty level on this k mesh: 1.216 eV

The program warned: the cutoff lies below the one the program advises for these potential files; the forces do not sum to zero within the program's tolerance; the exchange-correlation potential is rough where the density is thin.
